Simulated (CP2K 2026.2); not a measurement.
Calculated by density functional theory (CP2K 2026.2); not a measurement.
Periodic cell of 514 atoms, Si360O154, from a study of silicon, its oxide and their interface. The atomic structure is a simulated model.
Doubt: the forces sum to 0.38 eV/angstrom along one axis rather than to zero, so they err by at least 0.0007 eV/angstrom per atom on average; the grid cutoff is modest.

Settings
functional: PBE
method: Gaussian and plane waves
basis set: DZVP-MOLOPT-SR-GTH
pseudopotentials: GTH-PBE
grid cutoff: 350 Ry, relative cutoff 50 Ry
k points: Gamma only
occupations: fixed
spin: none
net charge: 0

Cell vectors (angstrom)
a	16.32	0	0
b	0	16.32	0
c	3.9461	-6.1706	34.1197

Atoms and the computed forces on them: element, x, y, z (angstrom), force x, y, z (eV/angstrom)
Si	14.263	15.482	1.425	-0.017	0.012	-0.073
Si	16.351	10.281	31.509	-0.045	-0.121	0.081
Si	15.458	3.407	1.615	0.223	-0.097	0.572
Si	1.684	6.428	1.189	-0.245	0.191	0.755
Si	17.162	3.365	33.97	-0.095	-0.032	0.159
Si	5.859	4.167	33.782	-0.022	-0.068	0.143
Si	6.867	6.967	33.681	0.072	0.015	0.124
Si	0.882	1.736	1.563	-0.011	-0.031	-0.043
Si	3.835	4.152	1.337	0.037	-0.187	0.699
Si	6.196	6.815	1.057	-0.197	-0.294	0.506
Si	4.215	9.197	1.386	-0.004	0.19	0.847
Si	7.123	12.008	1.439	0.061	0.061	-0.044
Si	9.913	14.686	1.902	-0.029	-0.06	-0.098
Si	12.587	0.896	1.643	0.041	-0.096	-0.048
Si	16.165	0.926	30.936	0.026	-0.057	-0.004
Si	18.228	-4.066	30.354	0.015	-0.035	-0.032
Si	9.062	10.458	1.291	-0.173	-0.026	-0.034
Si	11.618	13.06	1.891	0.005	0.085	0.034
Si	16.184	-0.065	2.648	-0.078	0.01	-0.074
Si	2.649	2.711	2.737	0.023	0.032	-0.029
Si	16.37	5.356	2.572	-0.002	0.01	-0.083
Si	2.723	7.987	2.697	-0.009	0	-0.037
Si	0.814	11.096	2.469	0.576	0.154	0.449
Si	2.302	13.02	2.682	-0.206	-0.22	0.603
Si	6.098	0.628	2.78	0.069	0.053	-0.018
Si	7.845	2.4	2.952	-0.262	-0.258	0.461
Si	5.357	5.347	2.677	0.019	0.066	-0.075
Si	8.283	8.506	2.531	0.317	0.469	0.395
Si	5.453	10.827	2.637	-0.044	-0.017	-0.069
Si	8.121	13.599	2.902	-0.065	-0.101	0.011
Si	10.982	0.012	3.132	-0.01	0.033	-0.06
Si	13.725	2.505	2.891	0.031	0.03	-0.051
Si	10.783	5.865	2.408	-0.278	0.38	0.406
Si	13.207	7.921	2.413	0.163	0.238	0.722
Si	10.685	11.153	2.866	0.017	0.012	0.048
Si	13.447	13.915	2.971	0.066	-0.034	0.046
Si	15.036	1.21	4.271	0.009	-0.051	-0.004
Si	1.377	4.124	4.121	0.003	-0.023	-0.036
Si	14.892	6.794	3.787	-0.014	0.013	0.008
Si	1.45	9.45	4.012	-0.004	0.02	0.035
Si	14.84	12.352	3.981	-0.304	0.318	0.451
Si	1.317	14.84	3.889	0.027	-0.032	0.02
Si	4.158	1.397	3.965	0.046	-0.051	0.008
Si	6.759	4.108	4.103	0.025	-0.018	-0.022
Si	4.082	6.71	4.104	0.001	0.004	-0.011
Si	6.779	9.53	4.055	0.036	0.009	-0.078
Si	4.08	12.19	3.992	-0.032	0.051	0.004
Si	6.815	15.099	4.104	0.013	0.03	0.012
Si	9.513	1.39	4.258	-0.032	0.026	0.051
Si	12.362	3.873	4.173	0.347	-0.207	0.468
Si	9.489	7.021	3.955	-0.011	0.005	-0.09
Si	12.172	9.578	3.867	-0.002	-0.061	-0.042
Si	9.398	12.314	4.382	0.017	0.058	-0.074
Si	12.238	15.058	4.555	0.017	-0.032	-0.019
Si	13.682	0.033	5.755	0.001	0.031	0.026
Si	16.364	2.717	5.466	0.01	0.059	0.014
Si	13.642	5.458	5.346	-0.006	0.007	-0.069
Si	16.236	8.158	5.254	-0.027	-0.006	-0.006
Si	13.555	10.879	5.308	-0.003	0.03	0.001
Si	16.314	13.572	5.388	-0.001	-0.011	-0.045
Si	2.746	-0.062	5.249	-0.02	0.043	-0.069
Si	5.383	2.767	5.47	0.009	-0.04	-0.031
Si	2.708	5.445	5.502	0.002	0.014	0.015
Si	5.457	8.122	5.407	-0.015	-0.044	-0.01
Si	2.795	10.799	5.417	-0.048	0.039	-0.019
Si	5.398	13.646	5.35	-0.009	-0.009	-0.048
Si	8.19	-0.016	5.579	-0.026	-0.014	0.006
Si	10.918	2.701	5.586	0.013	0.016	-0.004
Si	8.188	5.527	5.327	0.046	-0.009	-0.003
Si	10.899	8.237	5.366	0.027	0.016	-0.003
Si	8.064	10.845	5.551	0.013	-0.045	-0.031
Si	10.83	13.608	5.695	0.008	-0.002	-0.031
Si	15.045	14.884	6.907	-0.002	-0.002	-0.001
Si	1.436	1.32	6.73	0.025	-0.047	-0.009
Si	14.969	4.1	6.777	-0.02	-0.02	-0.019
Si	1.29	6.848	6.727	-0.017	0.002	-0.011
Si	14.93	9.521	6.681	0.001	0.016	-0.011
Si	1.38	12.196	6.723	0.001	-0.005	-0.004
Si	4.04	14.958	6.738	0.011	-0.026	0.027
Si	6.772	1.393	6.817	0.011	-0.002	-0.021
Si	4.054	4.09	6.86	-0.007	-0.007	0.017
Si	6.825	6.793	6.774	0.002	-0.014	0.004
Si	4.116	9.477	6.804	0.003	0.016	-0.005
Si	6.713	12.277	6.804	0.009	0.026	-0.002
Si	9.489	14.98	6.993	0.021	0.036	0.019
Si	12.249	1.387	6.989	0.005	-0.007	0.026
Si	9.519	4.158	6.771	0.021	0.005	-0.008
Si	12.255	6.825	6.708	-0.013	-0.007	0.001
Si	9.519	9.506	6.814	0.011	-0.027	-0.022
Si	12.259	12.175	6.84	0.003	-0.003	-0.033
Si	16.4	-0.003	8.167	0.013	-0.028	-0.007
Si	2.721	2.685	8.169	0.003	-0.009	-0.003
Si	16.316	5.463	8.134	0.005	0.003	-0.008
Si	2.688	8.156	8.121	-0.014	0.001	0.007
Si	16.311	10.856	8.083	-0.012	0.009	0.006
Si	2.705	13.583	8.115	-0.001	-0.001	-0.002
Si	5.404	-0.001	8.136	-0.008	-0.008	-0.009
Si	8.155	2.771	8.143	0.003	-0.013	-0.017
Si	5.454	5.451	8.159	0.016	0.001	0.008
Si	8.166	8.143	8.161	0	0.004	0.008
Si	5.41	10.885	8.172	-0.002	0.022	-0.011
Si	8.092	13.579	8.222	0.004	0	0.01
Si	10.881	0.01	8.293	0.002	0.003	0.025
Si	13.629	2.792	8.222	-0.021	0.005	0.003
Si	10.898	5.489	8.127	-0.007	0.004	0.004
Si	13.603	8.17	8.098	-0.005	-0.001	0.003
Si	10.873	10.849	8.188	0.022	0.012	0.016
Si	13.622	13.543	8.2	-0.001	-0.007	-0.001
Si	14.962	1.354	14.962	0.002	-0.001	-0.005
Si	17.675	4.076	14.953	0.001	-0.016	0.003
Si	14.958	6.796	14.944	-0.024	0.01	-0.005
Si	17.698	9.533	14.954	-0.004	0.01	-0.005
Si	14.95	12.255	14.978	0.006	-0.014	0.006
Si	17.67	-1.356	14.976	0.015	0.001	-0.005
Si	4.064	1.364	14.946	-0.002	-0.013	-0.003
Si	6.788	4.1	14.927	-0.001	0.005	0.001
Si	4.083	6.817	14.952	0.011	0.002	0.008
Si	6.809	9.543	14.945	-0.006	0.016	-0.005
Si	4.075	12.239	14.976	0.002	0.026	-0.008
Si	6.813	-1.38	14.969	0.001	-0.015	0.005
Si	9.514	1.333	14.954	-0.011	0.008	0.006
Si	12.261	4.074	14.95	-0.001	-0.008	-0.001
Si	9.525	6.82	14.956	0.003	-0.01	0.01
Si	12.217	9.524	14.958	0.014	-0.003	-0.009
Si	9.52	12.222	14.977	0.005	-0.016	-0.005
Si	12.245	-1.375	14.959	-0.008	0.003	0.01
Si	13.608	-0.017	16.324	-0.002	-0.002	0
Si	16.322	2.711	16.33	-0.001	-0.009	-0.004
Si	13.597	5.454	16.32	0.016	0.01	-0.002
Si	16.333	8.157	16.275	-0.001	-0.004	-0.007
Si	13.559	10.892	16.307	-0.046	-0.003	0.016
Si	16.317	-2.711	16.35	0.003	0.027	-0.001
Si	2.71	0.015	16.321	-0.022	0.006	-0.011
Si	5.434	2.729	16.272	-0.005	-0.01	-0.015
Si	2.709	5.454	16.299	-0.004	0.019	0.002
Si	5.459	8.193	16.3	0.001	-0.013	-0.005
Si	2.715	10.896	16.349	-0.018	0.007	0.001
Si	5.451	-2.734	16.333	-0.003	-0.025	0
Si	8.166	-0.033	16.341	0.012	0.004	-0.006
Si	10.899	2.693	16.277	0.016	-0.001	-0.008
Si	8.146	5.461	16.28	0.008	0.013	-0.005
Si	10.869	8.179	16.342	0.012	-0.01	-0.006
Si	8.152	10.873	16.357	-0.005	0.005	0.007
Si	10.907	-2.759	16.329	0.019	-0.007	0.015
Si	14.947	-1.369	17.723	-0.016	0.026	0.007
Si	17.659	1.336	17.712	0.009	-0.016	0.004
Si	14.98	4.11	17.668	-0.014	-0.006	-0.006
Si	17.666	6.815	17.666	0.002	-0.031	0.026
Si	14.949	9.519	17.578	0.018	-0.018	-0.035
Si	17.684	12.271	17.725	0.002	-0.013	0.014
Si	4.101	-1.332	17.648	0.029	0.002	-0.037
Si	6.774	1.367	17.638	0.007	-0.004	-0.016
Si	4.083	4.088	17.625	0.008	-0.007	0.004
Si	6.844	6.866	17.658	0.027	0.02	-0.005
Si	4.093	9.524	17.677	0.043	0	0.002
Si	6.771	12.211	17.731	-0.003	-0.008	0
Si	9.544	-1.424	17.683	-0.012	0	0.023
Si	12.242	1.342	17.668	-0.022	0.023	0.021
Si	9.52	4.068	17.571	-0.024	-0.008	-0.036
Si	12.228	6.809	17.691	-0.013	0.002	-0.026
Si	9.512	9.518	17.739	-0.02	-0.01	-0.009
Si	12.229	12.202	17.755	0.007	-0.019	0.016
Si	16.283	-0.012	19.114	0.003	0.043	0.006
Si	2.72	2.747	18.996	0.001	-0.007	-0.03
Si	16.322	5.47	19.061	-0.036	0.003	-0.007
Si	2.731	8.162	19.006	0.011	0.003	-0.009
Si	16.253	10.851	18.973	0.002	0.045	0.023
Si	2.782	-2.653	19.04	-0.025	0.006	0.04
Si	5.413	0.044	19.032	-0.021	-0.011	-0.011
Si	8.2	2.699	18.923	0.033	-0.021	-0.032
Si	5.468	5.48	18.918	0.025	-0.014	-0.011
Si	8.196	8.148	19.144	0.013	0.003	-0.017
Si	5.425	10.827	19.118	0.044	0.036	-0.027
Si	8.159	-2.757	19.065	-0.027	-0.045	-0.02
Si	10.929	-0.08	19.027	-0.003	-0.027	0.012
Si	13.567	2.782	18.981	0.02	0.001	-0.013
Si	10.787	5.436	18.969	-0.012	0.016	-0.039
Si	13.65	8.188	18.986	-0.012	0.006	0.018
Si	10.834	10.862	19.148	-0.023	0.011	0.03
Si	13.637	-2.781	19.103	-0.011	0.011	0.009
Si	14.894	1.481	20.377	0.059	-0.036	-0.007
Si	17.733	4.129	20.38	-0.041	-0.023	0.019
Si	14.96	6.837	20.419	-0.003	-0.001	-0.005
Si	17.661	9.544	20.292	0.033	0.006	0.015
Si	14.979	12.153	20.488	-0.019	-0.003	-0.027
Si	17.698	-1.392	20.47	0.003	0.056	0.013
Si	4.043	1.408	20.4	-0.015	-0.06	0
Si	6.909	4.166	20.193	0.029	0.016	0.066
Si	4.095	6.764	20.315	0.029	-0.004	0.075
Si	6.768	9.448	20.515	-0.013	0.019	0.052
Si	4.103	12.263	20.43	0.031	-0.026	0.017
Si	6.859	-1.274	20.336	0.047	-0.028	0.017
Si	9.519	1.297	20.279	-0.062	0.039	0.018
Si	12.173	4.131	20.299	0.061	-0.002	-0.012
Si	9.563	6.752	20.506	-0.012	0.084	0.028
Si	12.289	9.481	20.404	-0.048	-0.063	0
Si	9.391	12.181	20.543	-0.032	-0.058	0.018
Si	12.248	-1.466	20.456	-0.024	0.008	0.064
Si	13.61	0.039	21.678	-0.462	0.234	-0.317
Si	16.471	2.672	21.709	-0.259	0.289	-0.663
Si	13.118	5.87	21.57	-0.122	0.319	-0.558
Si	16.411	8.184	21.726	-0.022	-0.026	0.057
Si	13.553	10.85	21.858	-0.028	0.037	0.036
Si	16.847	-3.295	21.654	-0.029	0.039	0.003
Si	18.682	0.386	21.741	0.288	-0.309	-0.634
Si	5.519	2.856	21.486	-0.043	0.035	0.043
Si	2.853	5.394	21.751	0.032	-0.044	0.036
Si	5.434	7.982	21.794	0.444	-0.313	-0.214
Si	18.562	11.313	21.542	-0.129	0.179	-0.47
Si	5.466	-2.547	21.661	0.103	-0.291	-0.643
Si	8.144	0.073	21.782	0.004	0.029	0.065
Si	10.857	2.688	21.589	0.016	0.015	0.094
Si	6.374	6.224	23.13	-0.085	0.024	-0.031
Si	11.452	7.642	21.645	0.097	-0.123	-0.597
Si	8.178	10.639	21.991	-0.142	0.242	-0.757
Si	10.739	-2.746	21.839	0.051	0.01	0.058
Si	15.106	-0.665	24.246	-0.013	-0.038	-0.052
Si	13.387	5.14	24.652	0.097	0.05	-0.113
Si	15.232	7.897	28.139	-0.053	-0.038	-0.158
Si	17.759	6.726	23.02	0.077	0.1	-0.744
Si	15.017	9.479	23.08	-0.105	0.026	-0.734
Si	17.251	-2.772	23.899	-0.155	-0.174	-0.597
Si	3.525	-1.324	23.595	-0.001	0.1	0.123
Si	7.246	2.024	22.773	0.156	-0.112	-0.546
Si	4.695	4.47	22.963	0.112	0.296	-0.473
Si	8.16	5.362	21.831	0.054	-0.023	0.051
Si	3.923	10.095	23.664	-0.061	-0.027	-0.077
Si	6.368	-4.245	24.008	0.102	-0.011	0.052
Si	9.681	-1.056	23.167	-0.214	-0.259	-0.713
Si	11.971	1.111	22.911	0.068	0.081	-0.765
Si	9.113	3.468	22.898	-0.199	0.061	-0.593
Si	16.244	4.359	24.386	0.099	-0.034	-0.127
Si	8.603	8.788	26.368	0.01	-0.082	-0.172
Si	11.874	11.994	23.148	0.219	0.044	-0.806
Si	13.617	8.998	31.337	0.059	-0.033	-0.115
Si	9.375	-3.933	30.166	-0.111	-0.018	-0.024
Si	18.32	-1.365	28.859	0.14	-0.068	0.03
Si	6.532	0.57	29.839	-0.102	0.01	0.014
Si	6.781	6.537	25.47	-0.028	-0.114	-0.557
Si	13.123	4.3	30.818	0.051	0.065	-0.035
Si	4.78	8.825	32.324	0.005	-0.042	0.168
Si	15.607	5.02	29.302	0.029	-0.086	-0.011
Si	8.323	-0.463	25.763	0.082	-0.064	0.022
Si	10.189	6.981	28.405	0.012	-0.05	-0.054
Si	6.174	3.143	28.244	0.001	-0.009	-0.085
Si	14.587	4.547	33.597	-0.014	0.213	0.577
Si	18.829	0.072	31.448	0.005	-0.119	0.083
Si	10	7.107	33.808	0.207	-0.451	0.482
Si	6.327	0.047	0.519	-0.103	0.09	0.745
Si	12.456	8.756	27.804	-0.096	0.052	0.014
Si	18.931	8.271	25.478	0.04	-0.097	-0.109
Si	11.611	-0.718	29.913	0.005	0.165	0.042
Si	5.022	1.565	32.413	0.112	-0.127	0.061
Si	5.758	-3.786	27.04	-0.041	-0.031	-0.205
Si	5.424	2.622	25.194	-0.023	0.066	-0.18
Si	19.469	-2.728	32.719	-0.033	0	0.095
Si	13.339	-2.889	25.401	0.064	0.012	0.031
Si	17.155	3.344	27.074	0.037	0.108	-0.067
Si	5.3	8.751	29.204	0.018	0.116	0.067
Si	17.094	9.789	27.165	0.103	-0.026	0.056
Si	9.586	2.45	25.83	-0.067	0.065	-0.173
Si	19.609	3.881	28.707	0.009	0.01	-0.066
Si	5.34	-4.618	33.405	-0.133	0.001	0.766
Si	12.126	-5.282	29.612	-0.057	-0.056	-0.059
Si	11.491	6.811	31	0.013	0.128	0.08
Si	3.478	11.051	28.138	0.074	0.099	0.104
Si	13.794	7.922	25.523	0.093	0.119	0.003
Si	7.587	10.544	28.474	0.019	-0.073	-0.056
Si	8.936	-1.092	28.816	-0.048	0.092	-0.068
Si	10.253	9.317	23.709	-0.035	-0.02	-0.039
Si	4.331	6.559	27.382	0.093	0.034	-0.117
Si	4.837	-1.043	27.891	0.02	0.497	-0.468
Si	9.377	3.899	0.537	0.015	0.004	0.245
Si	15.595	-0.895	28.433	0.047	0.03	-0.003
Si	13.169	1.332	31.339	0.06	-0.136	-0.046
Si	12.472	2.544	25.59	-0.051	-0.046	-0.047
Si	5.178	-0.191	25.81	-0.078	0.073	0.591
Si	15.002	1.26	26.49	0.005	-0.044	-0.065
Si	11.541	-0.613	32.839	0.003	-0.004	0.075
Si	8.416	-4.028	33.141	-0.049	0.078	0.143
Si	16.382	6.061	34.081	-0.616	0.201	0.272
Si	9.412	16.047	0.101	0.497	0.121	0.433
Si	15.834	11.488	25.259	0.065	-0.023	-0.02
Si	13.354	-2.868	28.43	0.083	0.044	0.011
Si	18.209	8.44	33.306	-0.029	0.245	0.704
Si	17.542	3.566	30.921	-0.098	-0.018	0.063
Si	15.037	-4.763	34.013	-0.076	-0.477	0.549
Si	8.386	4.73	27.444	-0.01	0.112	-0.047
Si	15	1.367	9.508	-0.014	0.004	-0.025
Si	1.351	4.08	9.491	-0.01	-0.019	-0.016
Si	14.954	6.818	9.493	-0.018	0.003	-0.002
Si	1.345	9.522	9.487	0.009	0.02	0.004
Si	14.986	12.191	9.524	-0.002	-0.002	0.012
Si	1.395	-1.376	9.532	0.006	0.003	-0.004
Si	4.078	1.346	9.536	0.006	0.003	0.011
Si	6.8	4.094	9.531	-0.001	-0.004	0.014
Si	4.063	6.807	9.492	0.003	0.002	-0.012
Si	6.802	9.527	9.502	0.023	0.013	-0.013
Si	4.049	12.242	9.517	-0.015	0.003	0.007
Si	6.749	-1.348	9.539	-0.009	-0.002	0.002
Si	9.494	1.409	9.555	0.012	0.007	-0.001
Si	12.234	4.135	9.535	0.018	0.005	0.01
Si	9.53	6.803	9.522	0.006	-0.004	0.013
Si	12.251	9.495	9.517	0	-0.02	0.001
Si	9.506	12.223	9.532	0.004	0.012	0.001
Si	12.266	-1.392	9.559	-0.017	0	0.008
Si	13.628	0.005	10.873	0.007	-0.021	0.003
Si	16.332	2.727	10.876	-0.001	0.008	0
Si	13.605	5.474	10.884	-0.027	0.009	0.011
Si	16.316	8.167	10.865	0.004	-0.01	-0.003
Si	13.607	10.856	10.884	0.006	0.008	-0.003
Si	16.331	13.587	10.873	-0.004	0.003	-0.002
Si	2.734	-0.015	10.903	0.006	-0.004	0.002
Si	5.441	2.719	10.881	0.006	-0.017	-0.001
Si	2.715	5.438	10.854	0.018	-0.012	0.001
Si	5.429	8.171	10.852	-0.012	0.014	-0.005
Si	2.692	10.882	10.871	-0.016	0.015	0.005
Si	5.409	13.598	10.891	0.004	0.008	0
Si	8.135	0.012	10.887	-0.011	0.01	-0.006
Si	10.882	2.752	10.893	-0.003	0.01	0.003
Si	8.169	5.445	10.886	0.013	-0.002	0.004
Si	10.887	8.155	10.884	-0.006	-0.009	0.009
Si	8.151	10.869	10.887	0.004	-0.017	0.005
Si	10.875	13.581	10.891	0.014	0.001	0.005
Si	14.974	-1.362	12.232	0.007	0.001	0.003
Si	17.682	1.36	12.237	0.002	-0.003	-0.003
Si	14.962	4.084	12.223	-0.002	-0.014	-0.014
Si	17.68	6.802	12.224	-0.004	0.001	0
Si	14.964	9.515	12.251	-0.014	-0.001	0.009
Si	17.673	12.239	12.254	0.007	0.004	0.009
Si	4.075	-1.37	12.272	0.003	0	0.009
Si	6.787	1.361	12.258	-0.004	0.004	0.007
Si	4.071	4.086	12.222	-0.009	0	-0.003
Si	6.794	6.817	12.221	0.002	0.001	-0.005
Si	4.077	9.531	12.22	0	-0.002	-0.007
Si	6.792	12.242	12.237	0.004	0.006	-0.009
Si	9.513	-1.364	12.231	0.014	-0.006	-0.002
Si	12.247	1.36	12.229	-0.006	0.003	-0.003
Si	9.523	4.093	12.261	0	-0.007	0.013
Si	12.243	6.81	12.254	0.015	0	0.01
Si	9.519	9.516	12.232	0.009	0.012	-0.006
Si	12.243	12.225	12.242	-0.014	-0.005	0.007
Si	16.325	-0.002	13.6	0.003	0.003	0.005
Si	2.717	2.726	13.586	0.012	-0.003	-0.008
Si	16.318	5.436	13.586	-0.008	-0.012	0.003
Si	2.725	8.172	13.583	0.018	0	-0.004
Si	16.311	10.886	13.617	0.006	0.009	-0.002
Si	2.709	13.597	13.623	-0.014	-0.012	0.007
Si	5.44	-0.012	13.622	0.003	0.005	0.006
Si	8.161	2.718	13.605	0.004	-0.009	0.002
Si	5.427	5.456	13.574	-0.009	-0.015	-0.008
Si	8.159	8.167	13.591	0.006	0.007	0.006
Si	5.43	10.891	13.595	0.006	0.003	0.001
Si	8.166	13.588	13.602	0.003	0.014	-0.001
Si	10.883	-0.013	13.59	-0.007	-0.005	-0.007
Si	13.613	2.717	13.588	0.004	0.009	0.003
Si	10.89	5.448	13.614	-0.002	0.008	0.012
Si	13.596	8.169	13.61	-0.013	-0.006	0.005
Si	10.867	10.873	13.595	-0.005	-0.012	0.002
Si	13.607	13.6	13.59	-0.007	0.014	-0.002
O	13.763	8.481	0.958	0.612	-0.001	-0.341
O	8.482	3.044	1.58	0.027	-0.131	-0.263
O	7.635	7.433	1.466	0.393	-0.145	-0.338
O	13.297	-4.385	28.958	0.453	-0.202	-0.07
O	9.955	5.304	1.125	-0.003	0.43	-0.481
O	4.587	1.255	25.373	-0.659	-0.003	0.003
O	15.589	11.555	2.736	-0.167	0.108	-0.32
O	11.331	4.498	3.064	-0.26	-0.424	-0.031
O	14.778	-0.605	22.667	0.33	-0.425	0.012
O	13.423	5.248	23.05	0.187	-0.103	-0.018
O	15.019	7.597	26.55	0.5	-0.133	-0.322
O	13.517	8.884	32.939	-0.079	-0.352	0.054
O	16.51	-1.429	24.416	0.194	0.131	-0.039
O	9.192	7.943	27.603	-0.134	-0.019	0.229
O	2.769	13.401	1.152	0.114	0.185	-0.109
O	4.436	8.951	22.66	-0.353	0.006	0.009
O	18.891	10.745	23.066	-0.289	-0.012	0.238
O	6.29	-2.975	23.015	0.514	0.339	0.202
O	11.201	8.093	23.228	0.115	-0.237	0.401
O	7.627	11.229	23.434	0.429	-0.093	0.556
O	9.135	9.416	22.526	0.122	-0.197	-0.312
O	7.83	-0.391	29.776	0.209	0.063	0.337
O	14.765	1.37	31.604	0.095	0.102	0.322
O	16.326	1.969	27.055	0.051	-0.179	0.109
O	8.906	-3.599	31.671	0.246	0.401	-0.213
O	11.099	2.128	26.297	0.227	-0.242	0.275
O	7.892	0.329	0.171	0.234	0.218	-0.092
O	13.726	2.243	26.551	-0.102	0.397	0.279
O	17.105	-3.868	25.084	0.273	0.151	0.289
O	9.65	8.97	25.159	-0.021	-0.138	0.184
O	8.878	3.262	27.016	0.08	-0.223	0.514
O	16.542	8.825	28.331	0.179	-0.145	0.329
O	14.905	3.593	0.077	-0.632	0.047	-0.087
O	19.565	-4.564	29.581	0.523	-0.145	0.393
O	9.023	-1.413	24.633	0.066	-0.362	0.346
O	14.491	-3.982	25.219	-0.185	-0.064	0.168
O	11.688	7.325	27.875	0.335	-0.38	-0.096
O	0.925	10.471	0.953	-0.221	-0.376	-0.287
O	5.923	3.079	26.649	0.03	0.255	-0.024
O	11.003	-1.053	31.382	-0.28	-0.467	0.04
O	15.198	9.243	30.988	0.255	-0.218	-0.505
O	3.574	5.313	28.042	-0.082	-0.025	0.184
O	4.727	3.196	28.955	-0.157	-0.371	0.371
O	17.517	8.902	25.886	-0.333	0.014	-0.332
O	18.714	7.376	24.164	0.213	-0.169	-0.142
O	3.342	-1.647	28.03	-0.219	-0.462	-0.185
O	12.157	-3.377	24.442	-0.248	0.145	0.117
O	12.702	1.735	24.215	0.394	0.021	0.117
O	12.369	-1.863	33.426	-0.134	-0.574	-0.216
O	6.874	1.83	28.873	0.535	0.024	-0.165
O	14.266	8.451	24.093	-0.226	-0.169	-0.096
O	5.262	-0.244	29.231	-0.393	-0.123	0.386
O	7.906	5.556	26.129	0.28	-0.051	-0.384
O	10.879	0.021	23.465	0.009	-0.153	0.168
O	4.507	3.399	0.047	0.414	0.102	-0.149
O	4.672	-3.28	32.748	0.202	0.269	-0.235
O	5.21	8.07	0.74	-0.096	0.061	-0.278
O	6.741	2.261	24.331	0.105	-0.172	0.205
O	13.002	6.55	25.297	-0.529	-0.004	0.268
O	10.93	-4.351	30.126	0.287	0.34	0.088
O	17.557	9.501	32.262	0.285	0.086	-0.315
O	11.62	9.955	28.492	-0.385	0.245	-0.217
O	6.462	-3.855	25.573	0.112	0.037	0.27
O	16.678	5.782	23.782	-0.191	0.273	0.263
O	15.889	10.491	23.999	0.341	0.067	-0.117
O	11.003	10.744	23.747	-0.186	0.111	0.215
O	15.433	6.592	29.034	-0.035	0.002	0.166
O	15.543	3.196	33.773	-0.156	-0.684	0.06
O	13.882	-1.446	24.955	-0.413	0.24	0.218
O	16.078	3.304	23.166	-0.145	-0.184	0.184
O	12.049	6.822	2.009	-0.017	-0.041	-0.24
O	19.463	-1.276	32.045	0.16	0.039	0.072
O	5.137	0.848	33.868	-0.444	-0.045	-0.151
O	19.863	1.266	31.802	-0.322	0.481	-0.016
O	12.362	-1.995	29.324	-0.15	-0.165	0.31
O	17.302	0.359	31.972	-0.187	-0.311	0.732
O	4.829	8.688	30.73	-0.219	-0.044	-0.176
O	4.679	10.385	32.736	-0.345	0.119	0.025
O	4.339	9.721	28.361	-0.089	-0.111	-0.283
O	12.595	2.804	31.043	-0.394	-0.083	0.095
O	6.749	-0.352	25.459	0.143	-0.071	-0.33
O	3.378	9.826	0.135	0.278	0.142	-0.322
O	3.66	9.445	25.113	0.365	0.248	0.404
O	16.364	4.394	28.022	-0.103	0.166	-0.162
O	14.83	4.587	25.121	-0.013	-0.195	0.528
O	2.738	0.046	23.304	-0.055	0.347	0.337
O	6.526	-4.629	28.159	-0.125	0.141	0.327
O	19.745	8.101	32.863	0.25	-0.557	-0.182
O	3.165	7.459	26.741	-0.221	0.155	0.336
O	13.911	4.741	32.148	0.221	0.162	0.094
O	4.523	3.752	24.459	-0.307	-0.122	0.512
O	7.262	8.066	25.797	-0.429	0.458	-0.122
O	5.234	3.156	32.685	-0.32	0.383	-0.53
O	8.906	1.022	25.609	0.03	0.031	-0.331
O	6.832	9.252	29.089	0.513	-0.118	0.224
O	17.036	-5.168	30.316	-0.305	0.044	-0.487
O	10.32	-0.209	33.81	-0.418	-0.281	-0.32
O	12.485	0.693	32.653	0.1	0.487	0.539
O	14.874	-2.333	28.548	0.266	-0.5	0.241
O	11.852	5.275	30.641	-0.194	-0.452	-0.475
O	4.23	-4.334	27.048	-0.351	0.189	-0.518
O	12.82	-2.81	26.911	-0.65	-0.05	-0.037
O	7.13	4.447	28.456	-0.203	0.423	0.65
O	15.664	-4.979	32.522	-0.113	0.445	-0.369
O	17.809	-2.66	29.682	-0.609	0.2	0.102
O	9.533	3.368	24.492	0.372	0.496	0.103
O	17.272	3.885	25.546	0.429	-0.023	-0.132
O	17.511	1.469	22.004	-0.1	-0.261	0.317
O	10.935	6.99	32.496	0.183	-0.136	-0.007
O	5.83	-2.297	27.64	0.506	0.185	0.059
O	4.443	-1.305	24.897	-0.149	-0.375	0.183
O	12.873	7.649	30.816	0.329	-0.202	-0.347
O	13.492	11.033	0.418	0.293	0.295	0.385
O	17.103	-1.024	27.85	0.027	-0.034	-0.62
O	6.147	8.207	32.936	0.308	0.353	-0.153
O	12.31	4.104	25.22	-0.541	0.223	0.264
O	10.358	-0.324	28.978	0.019	0.517	-0.092
O	18.909	3.94	30.157	0.259	0.173	0.376
O	13.882	8.683	28.585	-0.007	0.316	0.318
O	15.259	0.765	24.971	0.202	0.285	-0.222
O	6.915	-4.611	33.064	-0.024	-0.37	-0.102
O	17.829	3.297	32.491	0.531	-0.072	-0.052
O	5.027	11.233	23.808	0	0.326	-0.159
O	16.503	4.787	30.645	-0.046	0.395	0.346
O	9.105	-2.64	29.243	-0.258	-0.268	-0.049
O	14.139	4.375	29.555	-0.233	-0.362	-0.477
O	6.077	5.645	33.171	-0.452	0.005	-0.425
O	4.365	-1.489	22.227	-0.242	0.553	-0.169
O	5.367	6.193	26.195	-0.223	-0.214	-0.229
O	14.698	-0.005	27.443	-0.475	-0.208	0.037
O	15.748	-0.217	29.886	-0.029	-0.181	0.074
O	8.258	10.212	27.035	-0.029	0.595	-0.28
O	9.629	5.486	28.157	0.286	-0.418	0.117
O	12.803	9.002	26.235	-0.137	0.567	-0.22
O	18.85	-2.562	23.787	0.19	-0.415	0.137
O	10.584	2.959	0.015	0.33	0.338	-0.327
O	6.137	1.03	31.346	0.341	0.048	0.224
O	6.01	14.808	0.227	-0.275	0.089	0.342
O	17.26	7.116	33.185	0.037	-0.39	-0.474
O	18.638	3.083	27.677	0.226	-0.495	-0.31
O	5.164	7.293	28.545	0.378	-0.245	0.394
O	12.739	10.271	30.882	-0.005	0.324	0.289
O	15.883	10.735	26.676	-0.422	0.012	0.482
O	12.727	0.445	30.055	0.341	0.012	-0.713
O	18.334	10.687	27.604	-0.179	0.25	0.048
O	2.811	5.309	0.778	0.022	-0.16	-0.558
O	18.567	-3.783	31.905	-0.285	-0.518	0.233
O	16.853	2.24	30.265	-0.08	0.213	-0.271
O	18.661	-0.124	29.846	0.224	0.342	-0.118
O	8.6	-5.225	29.584	0.177	-0.354	0.359
O	10.29	7.266	30	-0.551	0.127	0.322
O	9.379	-5.202	33.67	0	-0.103	-0.2
O	8.454	6.78	33.388	-0.137	-0.108	-0.371
O	8.541	-1.035	27.251	-0.162	-0.191	0.089

Results
total energy: -106035.068 eV
total energy less fixed offsets of O -438.35, Si -107.03 eV per atom: 1.632 eV
